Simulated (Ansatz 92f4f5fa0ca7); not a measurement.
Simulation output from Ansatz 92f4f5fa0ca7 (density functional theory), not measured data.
Periodic cell of 225 atoms, Si135O82H8, from a study of silicon, its oxide and their interface. The atomic structure is a simulated model.
Doubt: the cutoff is low for norm-conserving oxygen, so forces and energies are approximate.
Doubt: the program's own warning below bears on the result.
This geometry differs little from another in the collection (a relaxation step or a small displacement).

Settings
functional: HSE06
potential files: SPMS norm-conserving
basis: plane waves
wave-function cutoff: 800 eV
density cutoff ratio: 4
exchange-correlation grid ratio: 1
k mesh: 1 x 1 x 1, Gamma-centred
occupations: fixed
spin: none
net charge: 0

Cell vectors (angstrom)
a  10.938  0  0
b  0  10.938  0
c  0  0  31.807

Atoms: element, x, y, z (angstrom)
Si  0.48  10.4283  24.4725
Si  5.9269  10.391  24.4748
Si  2.2431  3.1739  24.3501
Si  7.4766  3.0944  24.2144
Si  0.3729  5.0128  24.3022
Si  5.9085  5.032  24.4594
Si  2.2008  8.684  24.4783
Si  7.6814  8.6759  24.4748
Si  1.3612  1.3669  25.6481
Si  6.782  1.3346  25.6561
Si  4.0475  4.1083  25.6352
Si  9.4828  4.0071  25.479
Si  1.3034  6.802  25.6334
Si  6.8373  6.8194  25.7137
Si  4.0697  9.5402  25.6815
Si  9.5458  9.5676  25.6654
Si  2.7712  0.0461  27.0319
Si  8.2347  0.051  27.0286
Si  -0.0689  2.7087  26.9791
Si  5.4095  2.7131  27.0193
Si  2.7413  5.5138  27.0209
Si  8.2616  5.4538  26.9943
Si  -0.0549  8.1639  27.0282
Si  5.4251  8.1619  27.0513
Si  4.1018  1.3673  28.3888
Si  9.5708  1.3673  28.3888
Si  1.3673  4.1018  28.3888
Si  6.8362  4.1018  28.3888
Si  4.1018  6.8362  28.3888
Si  9.5708  6.8362  28.3888
Si  1.3673  9.5708  28.3888
Si  6.8362  9.5708  28.3888
Si  0  0  29.756
Si  5.469  0  29.756
Si  2.7345  2.7345  29.756
Si  8.2035  2.7345  29.756
Si  0  5.469  29.756
Si  5.469  5.469  29.756
Si  2.7345  8.2035  29.756
Si  8.2035  8.2035  29.756
Si  1.3673  1.3673  31.1233
Si  6.8362  1.3673  31.1233
Si  4.1018  4.1018  31.1233
Si  9.5708  4.1018  31.1233
Si  1.3673  6.8362  31.1233
Si  6.8362  6.8362  31.1233
Si  4.1018  9.5708  31.1233
Si  9.5708  9.5708  31.1233
Si  2.7345  0  0.6835
Si  8.2035  0  0.6835
Si  0  2.7345  0.6835
Si  5.469  2.7345  0.6835
Si  2.7345  5.469  0.6835
Si  8.2035  5.469  0.6835
Si  0  8.2035  0.6835
Si  5.469  8.2035  0.6835
Si  4.1018  1.3673  2.0507
Si  9.5708  1.3673  2.0507
Si  1.3673  4.1018  2.0507
Si  6.8362  4.1018  2.0507
Si  4.1018  6.8362  2.0507
Si  9.5708  6.8362  2.0507
Si  1.3673  9.5708  2.0507
Si  6.8362  9.5708  2.0507
Si  0  0  3.418
Si  5.469  0  3.418
Si  2.7345  2.7345  3.418
Si  8.2035  2.7345  3.418
Si  0  5.469  3.418
Si  5.469  5.469  3.418
Si  2.7345  8.2035  3.418
Si  8.2035  8.2035  3.418
Si  1.3985  1.4571  4.7969
Si  6.8951  1.388  4.7593
Si  4.0678  4.056  4.8228
Si  9.5639  4.0961  4.8034
Si  1.4472  6.8324  4.8033
Si  6.8605  6.8923  4.7914
Si  4.0687  9.5114  4.7906
Si  9.5385  9.5333  4.7529
Si  2.7741  0.0477  6.108
Si  8.2244  -0.0055  6.1297
Si  0.0249  2.8149  6.2455
Si  5.5465  2.7326  6.147
Si  2.745  5.4337  6.2946
Si  8.2899  5.578  6.1522
Si  0.0709  8.2608  6.082
Si  5.4497  8.1713  6.2263
Si  4.6416  0.8795  7.3307
Si  10.0805  0.8892  7.3344
Si  0.8292  4.6693  7.6532
Si  6.5797  4.5179  7.3561
Si  4.7045  6.2013  7.4792
Si  10.0606  6.62  7.4708
Si  0.9162  10.1315  7.2901
Si  6.3599  10.0722  7.3451
H  9.7412  1.174  8.7552
H  1.2597  9.7914  8.6924
H  4.2832  1.1895  8.7419
H  6.6908  9.778  8.7638
O  4.3673  6.2778  9.0948
O  7.3113  4.0797  8.7961
O  9.6244  7.4554  8.8536
O  1.0894  4.3001  9.2647
H  5.6056  10.7276  23.0575
H  8.0125  8.3475  23.06
H  0.1608  10.7547  23.052
H  2.5533  8.3981  23.063
O  5.6035  5.695  22.9911
O  7.3406  2.5254  22.639
O  10.7692  5.5908  22.8488
O  2.8082  2.5833  22.9075
Si  9.9289  0.9047  19.7993
Si  4.1152  5.1538  13.2363
Si  5.6073  8.523  12.2881
Si  1.4607  3.6521  10.6959
Si  4.834  1.3147  19.437
Si  6.9465  4.2498  10.3513
Si  2.3918  5.2428  17.7994
Si  10.0244  8.4302  17.4678
Si  10.2413  6.0935  21.4106
Si  2.2032  1.0276  14.7734
Si  3.0391  7.6513  16.3241
Si  0.6651  3.7374  19.7338
Si  9.9801  6.5202  15.1967
Si  8.4436  3.7054  12.9181
Si  6.6186  2.1352  14.9567
Si  1.2221  5.6467  13.2323
Si  8.0352  4.8887  17.1379
Si  4.4064  2.9676  11.3639
Si  4.0426  6.9039  10.5208
Si  9.7157  8.2651  10.2457
Si  8.7243  1.7957  17.0483
Si  4.9752  5.5526  21.5279
Si  7.5269  2.2129  21.0482
Si  7.8827  6.5142  12.0069
Si  5.741  6.1546  15.6845
Si  7.2104  8.6356  16.5468
Si  4.6122  9.2827  18.2741
Si  4.0804  2.8138  16.6493
Si  8.8435  10.6735  11.6306
Si  3.2135  7.3772  20.0326
Si  3.1001  9.2813  13.7727
Si  1.525  8.1563  11.5242
Si  0.0048  1.8541  12.493
Si  0.3259  8.7346  20.1723
Si  10.707  10.9013  15.9408
Si  3.2093  2.968  21.3977
Si  7.6795  5.2255  20.1526
Si  6.189  0.6695  12.2473
Si  8.9622  9.2136  14.2827
O  4.4891  8.4959  13.4629
O  1.9577  8.4362  20.2288
O  2.2196  9.3181  12.4093
O  6.5014  5.0403  16.5938
O  10.7584  4.9974  20.3135
O  7.5371  3.2273  14.1743
O  6.1524  5.6928  20.4234
O  8.414  8.2869  17.5769
O  0.0867  5.5737  14.3885
O  3.7057  1.697  20.5365
O  6.7922  7.3658  15.6582
O  5.0092  1.4812  11.5039
O  3.327  8.9182  17.3252
O  4.1305  5.9193  11.81
O  8.461  5.3362  12.9794
O  7.8318  3.4185  11.4319
O  3.5005  4.2633  17.1101
O  4.6154  10.7145  19.0042
O  2.8737  6.0863  19.1022
O  4.3867  4.0599  21.388
O  5.3404  2.8373  15.6378
O  8.9949  5.556  16.0286
O  0.563  2.3766  11.0699
O  5.4177  3.7907  10.4405
O  10.9123  2.2382  19.7052
O  9.0037  0.9856  18.4365
O  4.4337  6.8385  16.3068
O  7.4049  1.4091  16.1832
O  10.6669  7.6851  21.2908
O  6.2314  1.0647  13.8126
O  2.0229  6.4611  16.7785
O  7.861  9.598  15.4174
O  3.8057  6.675  21.3768
O  7.0866  5.7959  10.7911
O  5.9752  9.2188  17.3941
O  2.6738  5.4111  13.9281
O  4.5739  2.1209  18.0404
O  10.7424  8.0327  18.8248
O  2.9554  2.1241  15.6886
O  5.309  5.5744  14.234
O  0.286  8.6571  10.6554
O  1.0367  7.1096  12.6286
O  10.6248  7.505  16.3051
O  7.6363  0.8058  11.5093
O  8.5597  3.3717  17.3271
O  4.4916  8.1835  19.4475
O  6.825  7.5385  12.688
O  7.8412  3.6288  20.3403
O  1.1827  4.2443  18.2637
O  10.1947  0.4954  12.0541
O  3.2402  10.8492  14.182
O  1.1878  4.6595  11.9446
O  4.3116  3.5929  12.8605
O  8.6313  6.0126  21.2072
O  10.7167  10.3563  20.1347
O  5.0696  8.0922  10.8321
O  8.0834  5.5516  18.6171
O  10.2728  10.0929  14.618
O  2.9778  3.0956  10.6463
O  2.5005  8.3496  14.9649
O  8.9579  9.7132  10.3159
O  1.331  0.2205  15.8511
O  5.8833  10.0645  12.0997
O  8.4767  9.6936  12.8515
O  1.2125  1.6204  13.5918
O  9.8721  2.9508  13.0577
O  9.1284  7.2928  11.3792
O  6.265  1.5793  20.1973
O  1.9187  3.6083  20.7149
O  9.2662  7.62  14.2236
O  9.9756  1.3961  16.1009
O  10.4113  9.967  17.2022
O  8.8185  1.2053  20.9563
O  2.5418  7.4894  10.467

Results
free energy: -52154.388 eV
free energy less fixed offsets of H -15.86, O -447.96, Si -113.29 eV per atom: -0.638 eV
gap between the highest filled and lowest empty level on this k mesh: 1.513 eV

The program warned: the cutoff lies below the one the program advises for these potential files; the model core charge is not resolved on the grid; the forces do not sum to zero within the program's tolerance; the exchange-correlation potential is rough where the density is thin.
